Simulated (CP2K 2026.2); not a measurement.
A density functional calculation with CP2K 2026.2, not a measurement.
Periodic cell of 518 atoms, Si360O158, from a study of silicon, its oxide and their interface. The atomic structure is a simulated model.
Doubt: the forces sum to 4.10 eV/angstrom along one axis rather than to zero, so they err by at least 0.0079 eV/angstrom per atom on average; the grid cutoff is modest.

Settings
functional: PBE
method: Gaussian and plane waves
basis set: DZVP-MOLOPT-SR-GTH
pseudopotentials: GTH-PBE
grid cutoff: 300 Ry, relative cutoff 40 Ry
k points: Gamma only
occupations: fixed
spin: none
net charge: 0

Cell vectors (angstrom)
a	16.32	0	0
b	0	16.32	0
c	2.5315	-0.8521	34.3021

Atoms and the computed forces on them: element, x, y, z (angstrom), force x, y, z (eV/angstrom)
Si	-1.994	-0.659	2.737	-0.053	0.082	0.579
Si	1.849	1.017	2.866	0.052	-0.018	-0.074
Si	-1.211	3.954	2.635	-0.098	-0.043	0.778
Si	1.312	6.767	2.847	0.169	-0.009	0.776
Si	-8.495	-5.779	-1.649	-0.034	-0.046	0.052
Si	1.27	-4.578	2.264	-0.433	-0.354	0.516
Si	3.564	-0.695	2.809	-0.147	0.233	0.603
Si	6.523	1.782	2.748	0.097	-0.136	0.734
Si	3.542	9.767	1.172	0.232	-0.236	0.39
Si	6.392	7.171	2.931	-0.024	-0.031	-0.042
Si	4.645	8.859	2.964	0.028	0.004	0.006
Si	-9.071	-4.72	2.828	0.181	-0.155	0.614
Si	-6.38	-1.83	2.873	0.237	-0.135	0.595
Si	-3.758	1.038	2.9	-0.044	-0.027	-0.017
Si	-6.937	3.925	2.411	-0.265	-0.232	0.624
Si	-0.842	-7.291	2.43	0.208	0.457	0.681
Si	-7.307	-6.396	2.841	-0.012	0.013	-0.035
Si	-4.664	-3.501	2.862	-0.048	0.023	0.038
Si	-0.038	0.069	4.002	-0.031	-0.018	0.011
Si	2.815	2.79	4.08	-0.006	0.025	-0.005
Si	0.006	5.329	4.122	-0.006	0.012	-0.012
Si	2.82	8.011	4.174	-0.075	-0.033	-0.012
Si	-0.003	-5.65	3.938	0.02	-0.034	-0.145
Si	2.677	-2.498	4.02	0.383	0.181	0.469
Si	5.402	0.145	4.009	0.017	-0.05	-0.06
Si	-8.139	2.792	4.073	0.06	0.028	-0.15
Si	5.488	5.509	4.303	0.017	-0.016	-0.002
Si	-8.239	8.237	4.189	-0.01	0.034	-0.008
Si	5.501	-5.594	4.15	0.032	0.033	-0.05
Si	-8.17	-2.839	4.017	-0.041	0.003	-0.072
Si	-5.411	-0.069	4.146	-0.033	-0.022	-0.032
Si	-2.683	2.751	4.073	0.014	0.014	-0.077
Si	-5.173	5.659	4.212	-0.27	-0.144	0.79
Si	-2.986	7.857	4.158	0.202	0.244	0.776
Si	-5.544	-5.367	4.036	0.039	-0.029	-0.083
Si	-2.812	-2.562	3.988	0.03	-0.006	-0.034
Si	-1.298	1.432	5.455	-0.039	0.013	0.001
Si	1.397	4.04	5.482	0.004	0.018	0.013
Si	-1.367	6.717	5.458	-0.033	0.035	-0.008
Si	1.419	9.484	5.396	0.006	-0.042	-0.01
Si	-1.383	-4.099	5.194	0	0.025	0.004
Si	1.232	-1.337	5.45	0.053	0.015	-0.041
Si	4.12	1.435	5.495	-0.045	0.016	0.02
Si	6.897	4.118	5.527	-0.043	0.007	0.01
Si	4.047	6.723	5.659	0.009	-0.013	-0.009
Si	6.783	-6.821	5.662	0.006	-0.006	-0.034
Si	4.049	-4.057	5.271	-0.071	-0.026	-0.011
Si	-9.555	-1.36	5.271	0.014	0.022	0.006
Si	-6.815	1.349	5.385	0.019	0.015	0.006
Si	-4.021	4.076	5.49	-0.01	0.046	0.003
Si	-6.811	6.84	5.439	0.044	-0.052	-0.022
Si	-4.137	-6.772	5.349	0.029	-0.078	-0.01
Si	-6.846	-4.089	5.526	0.031	-0.028	-0.035
Si	-4.06	-1.345	5.57	-0.007	-0.018	-0.06
Si	-2.674	0.051	6.821	0	0.029	0.003
Si	0.038	2.722	6.862	-0.007	0.005	0.004
Si	-2.686	5.406	6.885	-0.009	0.023	0.002
Si	0.019	8.135	6.754	-0.02	0.005	-0.008
Si	-2.725	-5.419	6.669	0.041	0	-0.005
Si	-0.075	-2.782	6.724	-0.02	-0.052	-0.006
Si	2.686	0.025	6.765	-0.012	0.036	-0.031
Si	5.49	2.752	6.855	0.032	-0.016	0.008
Si	2.685	5.369	6.929	-0.02	-0.031	0.011
Si	5.411	-8.191	6.946	-0.005	0.021	-0.006
Si	2.731	-5.411	6.727	0.04	-0.005	0.009
Si	5.418	-2.711	6.68	-0.031	0.001	0.001
Si	-8.19	-0.028	6.716	-0.004	-0.006	0.009
Si	-5.441	2.7	6.775	-0.014	0.026	-0.015
Si	-8.102	5.483	6.866	0.016	-0.021	0.014
Si	-5.459	8.212	6.791	-0.001	0.018	0.038
Si	-8.164	-5.43	6.92	0.018	0.02	0.022
Si	-5.447	-2.733	6.848	-0.004	-0.003	0.018
Si	-1.365	-1.388	8.137	0.006	0.001	-0.001
Si	1.376	1.344	8.195	0.009	-0.001	0.026
Si	-1.328	4.068	8.229	0.017	0.004	-0.001
Si	1.328	6.798	8.197	0.015	0.004	-0.015
Si	-1.364	9.531	8.071	-0.022	0.013	-0.013
Si	1.336	-4.089	8.096	0.018	0.018	0.007
Si	4.063	-1.367	8.087	0.018	0.003	-0.019
Si	6.825	1.333	8.151	-0.002	-0.019	-0.006
Si	4.102	4.05	8.239	-0.018	-0.009	0.011
Si	-9.5	6.787	8.243	0.012	-0.005	-0.003
Si	4.044	-6.758	8.182	-0.021	0.008	-0.008
Si	-9.566	-4.027	8.15	-0.019	-0.004	0.018
Si	-6.828	-1.349	8.142	-0.01	0.03	-0.007
Si	-4.074	1.375	8.165	0.004	-0.012	0.007
Si	-6.759	4.075	8.173	-0.005	0.008	0.002
Si	-4.085	6.823	8.147	-0.006	-0.005	-0.016
Si	-6.784	-6.796	8.221	0.013	-0.027	0.012
Si	-4.057	-4.106	8.136	-0.007	-0.035	-0.001
Si	0.004	-0.038	9.511	0.004	0.006	0.003
Si	2.73	2.689	9.566	0.02	-0.004	0.012
Si	-0.001	5.447	9.577	-0.002	0.001	0.006
Si	2.697	-8.143	9.53	0.001	0.005	0.001
Si	-0.012	-5.447	9.474	0.006	-0.007	-0.003
Si	2.705	-2.724	9.466	-0.015	-0.004	-0.004
Si	5.432	-0.023	9.487	-0.004	0.035	-0.009
Si	-8.139	2.705	9.515	0.005	0.005	-0.009
Si	-10.868	5.428	9.578	-0.001	-0.008	0.017
Si	-8.143	-8.155	9.569	-0.014	0.002	0.016
Si	-10.897	-5.406	9.522	-0.001	-0.013	0.007
Si	8.135	-2.697	9.516	0.008	0	0.008
Si	-5.449	0.003	9.503	0.003	0.003	0.011
Si	-2.719	2.713	9.548	-0.005	0.011	0.006
Si	-5.418	5.45	9.529	0.002	0.001	0.002
Si	-2.712	8.185	9.486	-0.002	-0.002	-0.001
Si	-5.408	-5.437	9.536	0.016	-0.002	0.013
Si	-2.726	-2.73	9.505	-0.015	0.021	0.009
Si	-1.367	1.344	16.322	-0.007	0.004	0
Si	1.349	4.076	16.29	-0.002	0.018	-0.001
Si	-1.36	6.793	16.315	-0.003	0.006	-0.003
Si	1.383	-6.794	16.279	-0.005	-0.011	-0.011
Si	-1.389	-4.066	16.336	-0.004	-0.027	-0.004
Si	1.338	-1.367	16.324	0.021	-0.016	-0.002
Si	4.077	1.346	16.306	0.022	-0.003	-0.005
Si	-9.502	4.094	16.315	-0.004	0.017	0
Si	4.105	-9.501	16.3	0.018	-0.024	-0.002
Si	-9.514	-6.778	16.319	-0.003	-0.009	-0.003
Si	4.083	-4.088	16.324	-0.01	0.007	-0.003
Si	6.802	-1.371	16.331	-0.007	0.003	-0.006
Si	-6.787	1.352	16.313	0.006	-0.014	-0.006
Si	-4.069	4.073	16.309	-0.008	0.003	0.003
Si	-6.788	6.81	16.333	-0.004	-0.006	-0.004
Si	-4.088	9.535	16.343	0	-0.004	-0.001
Si	-6.802	-4.069	16.352	-0.034	0.013	-0.004
Si	-4.086	-1.386	16.337	0.006	-0.005	-0.007
Si	-2.714	-0.037	17.688	0.012	-0.001	0.002
Si	0.002	2.713	17.664	0.01	0.016	0.014
Si	-2.713	5.42	17.678	0.003	0.008	0.011
Si	0.038	8.164	17.621	0.001	-0.001	-0.006
Si	-2.743	-5.42	17.714	0.019	0.022	-0.01
Si	-0.048	-2.694	17.698	-0.027	0.028	-0.007
Si	2.709	-0.01	17.669	-0.021	0.008	-0.023
Si	5.465	2.7	17.638	-0.017	-0.016	-0.005
Si	2.722	5.45	17.614	0.004	0.019	-0.002
Si	5.435	-8.115	17.681	-0.014	0.016	0.002
Si	2.732	-5.468	17.67	0.016	-0.034	0
Si	5.439	-2.733	17.691	0.005	0.001	0.009
Si	-8.138	-0.012	17.67	0.006	0.024	-0.017
Si	-5.444	2.732	17.665	-0.004	0.018	-0.01
Si	-8.135	5.44	17.693	0.018	-0.051	0.013
Si	-5.441	8.174	17.708	-0.009	-0.006	-0.001
Si	-8.163	-5.433	17.71	-0.002	0	-0.001
Si	-5.441	-2.727	17.738	0.005	0.006	0.007
Si	-1.39	-1.358	19.143	0.011	-0.005	-0.005
Si	1.298	1.296	19.03	0.019	-0.038	-0.011
Si	-1.292	4.116	19.038	-0.017	-0.007	0.039
Si	1.434	6.862	18.989	0.032	0.017	-0.032
Si	-1.34	-6.829	18.963	-0.001	0	-0.034
Si	1.35	-4.083	18.951	-0.003	-0.025	-0.013
Si	4.118	-1.312	19.023	-0.017	0.003	0
Si	-9.436	1.405	19.011	0.01	0.032	-0.044
Si	4.021	4.014	18.924	-0.004	-0.026	0.034
Si	-9.481	6.861	18.989	-0.007	-0.009	0.054
Si	4.051	-6.811	19.109	0.003	-0.004	-0.03
Si	-9.587	-4.138	19.078	-0.019	-0.012	-0.017
Si	-6.842	-1.379	19.076	0.001	0.006	0.02
Si	-4.087	1.352	18.975	-0.001	-0.024	-0.015
Si	-6.792	4.058	19.083	-0.016	0.025	-0.033
Si	-4.115	6.745	19.032	-0.009	0.006	0.014
Si	-6.752	9.584	19.081	0.026	0.027	0.008
Si	-4.069	-4.056	19.141	0	-0.039	-0.03
Si	-0.041	0.014	20.524	-0.005	0.06	0.018
Si	2.683	2.631	20.329	0.031	0.039	0.023
Si	0.151	5.51	20.349	-0.032	-0.042	0.041
Si	2.698	8.164	20.512	0.015	0.015	0.011
Si	-0.008	-5.439	20.297	-0.015	-0.004	0.025
Si	2.688	-2.694	20.268	-0.061	0.005	0.054
Si	5.543	0.071	20.342	-0.019	-0.03	0.017
Si	-8.131	2.718	20.495	-0.008	0	0.002
Si	5.382	5.443	20.142	-0.003	0.054	0.038
Si	-8.123	8.236	20.4	-0.017	-0.041	0.069
Si	5.346	-5.446	20.515	0.045	0.017	-0.008
Si	-8.229	-2.792	20.409	0.031	0.039	0.035
Si	-5.486	0.068	20.362	-0.006	0.058	0.028
Si	-2.687	2.689	20.288	-0.007	0.009	0.034
Si	-5.466	5.415	20.469	-0.004	0.033	0.009
Si	-2.65	-8.258	20.279	0.041	0.002	0.012
Si	-5.386	-5.425	20.538	-0.073	-0.025	-0.004
Si	-2.76	-2.682	20.557	-0.035	0	0.015
Si	-1.438	1.42	21.854	-0.035	-0.022	0.081
Si	1.407	4.038	21.709	0.003	0.047	0.034
Si	-1.259	6.802	21.711	0.001	0.009	-0.007
Si	1.288	-6.71	21.807	0.009	0	0.098
Si	0.378	-3.084	23.067	-0.009	0.01	0.059
Si	1.392	-1.402	21.751	-0.007	-0.02	0.028
Si	4.138	1.371	21.694	0.001	0.06	0.011
Si	-9.647	4.161	21.574	0.005	-0.024	0.008
Si	4.084	6.624	21.679	-0.036	-0.036	0.009
Si	-9.583	9.459	21.816	0.022	0.028	0.035
Si	3.929	-3.987	21.773	-0.01	-0.031	0.076
Si	6.771	-1.361	21.753	-0.021	-0.016	0.021
Si	-6.779	1.347	21.914	0.004	-0.013	0.032
Si	-4.011	3.999	21.695	-0.043	-0.059	0.015
Si	-6.915	6.755	21.805	-0.294	-0.206	-0.462
Si	-3.84	-6.849	21.68	0.023	-0.02	0.037
Si	-6.843	-4.063	21.86	0.033	-0.003	0.065
Si	-4.193	-1.231	21.822	0.052	0.009	0.065
Si	-3.273	0.543	23.122	-0.114	0.195	-0.712
Si	-0.415	3.245	22.988	-0.213	0.037	-0.583
Si	-2.157	4.911	22.81	0.034	-0.016	-0.028
Si	-0.461	8.632	23.05	-0.204	0.119	-0.6
Si	-2.141	-5.904	22.991	0.324	-0.131	-0.555
Si	-2.435	-3.622	-4.858	-0.008	0.063	0.058
Si	5.054	3.183	22.922	-0.348	0.142	-0.461
Si	3.232	-0.45	22.843	0.005	-0.037	0.036
Si	3.213	4.832	23.008	0.03	-0.064	-0.047
Si	5.804	7.575	22.934	-0.031	-0.033	-0.008
Si	2.065	-4.805	23.017	-0.103	0.094	-0.677
Si	4.911	-2.196	22.963	-0.121	0.173	-0.543
Si	-7.829	-0.457	23.094	0.012	0.025	0.06
Si	-4.936	2.332	23.105	0.11	-0.168	-0.612
Si	-8.789	5.875	22.916	-0.041	0.057	-0.002
Si	-4.647	-8.129	23.43	0.172	0.045	-0.619
Si	-10.355	-3.991	25.04	0	0.11	-0.034
Si	-6.048	-2.109	23.004	-0.211	0.034	-0.668
Si	-1.934	-0.031	25.935	-0.022	-0.006	-0.178
Si	0.37	2.016	25.749	0.066	0.132	-0.151
Si	-2.828	5.903	24.75	0.164	-0.311	-0.542
Si	-0.059	7.026	25.693	-0.046	0.018	-0.187
Si	2.729	5.468	25.213	-0.016	-0.173	-0.653
Si	-1.283	-4.097	21.762	-0.048	0.002	0.028
Si	2.29	-2.087	26.955	0.038	0.022	-0.035
Si	-6.231	3.387	28.541	0.05	0.075	-0.011
Si	-9.426	2.834	25.571	-0.077	0.091	-0.203
Si	4.677	7.855	24.961	0.314	-0.217	-0.573
Si	3.486	-5.83	25.435	-0.121	0.123	-0.043
Si	-7.112	-1.678	27.645	-0.057	0.024	-0.215
Si	-9.196	5.046	-1.657	0.087	0.008	-0.012
Si	-8.023	5.498	25.081	-0.297	0.015	-0.569
Si	5.209	0.905	26.549	0.086	-0.074	-0.004
Si	-6.23	-6.243	25.197	-0.114	0.053	-0.074
Si	-8.298	-5.417	23.163	0.079	-0.071	-0.759
Si	-3.441	-0.838	-4.007	0.005	-0.037	-0.014
Si	-1.252	-0.058	-0.193	0.051	-0.034	0.11
Si	-2.725	7.59	-1.61	0.086	-0.106	-0.051
Si	-7.144	-7.398	0.71	-0.096	0.328	0.685
Si	2.834	0.189	25	0.067	-0.064	-0.63
Si	3.022	-4.635	28.17	0.023	0.071	-0.061
Si	-0.727	0.025	-4.595	0.051	-0.011	0.04
Si	2.892	-3.994	-4.136	0.07	-0.026	0.013
Si	0.251	6.389	-4.581	0.051	0.007	0.041
Si	-7.33	-6.693	27.81	-0.089	0.03	0.027
Si	-9.391	7.598	26.867	0.06	-0.01	-0.065
Si	-10.459	6.225	-4.258	0.059	0.024	-0.087
Si	4.725	-1.701	0.08	0.021	-0.008	0.091
Si	3.429	5.319	1.021	0.44	-0.061	0.582
Si	-1.694	5.147	-0.067	-0.102	-0.109	0.076
Si	-10.641	-4.633	0.056	0.167	-0.072	0.197
Si	-2.943	2.503	-1.048	-0.004	0.038	0.083
Si	-6.749	4.872	-3.356	0.011	0.005	0.006
Si	-10.669	6.311	29.264	0.001	0.153	0.004
Si	-8.511	1.421	-4.869	-0.006	0.067	-0.064
Si	3.031	-1.267	-2.449	0.011	-0.037	-0.046
Si	-9.365	0.282	0.033	-0.021	0.047	0.111
Si	-5.277	-3.256	25.781	-0.045	-0.01	-0.048
Si	-4.648	-2.341	-1.656	-0.038	-0.078	0.059
Si	-6.538	-0.626	-0.034	0.053	-0.034	0.266
Si	-8.483	0.096	25.344	0.071	-0.241	-0.558
Si	4.405	4.094	2.829	-0.4	0.42	0.181
Si	-2.851	0.212	28.883	0.044	0.104	-0.03
Si	-4.662	-6.603	-0.764	-0.086	0.069	-0.055
Si	-5.267	4.214	25.613	0.044	-0.095	-0.163
Si	7.576	6.223	1.112	-0.344	0.209	0.527
Si	2.263	3.571	27.583	-0.002	0.011	-0.087
Si	-10.036	2.096	-2.295	-0.034	-0.001	-0.077
Si	-4.325	3.285	-3.676	-0.047	0.055	-0.017
Si	3.897	1.286	29.095	-0.045	-0.062	-0.116
Si	2.099	3.089	-0.66	-0.447	-0.259	0.414
Si	-1.057	-7.402	-3.682	-0.052	-0.004	0.042
Si	-2.378	-6.169	28.506	0.002	0.098	0.02
Si	-4.982	1.857	1.05	0.303	-0.176	0.607
Si	-0.271	-2.742	25.354	0.022	-0.005	-0.751
Si	-1.022	-5.062	0.486	0.168	0.045	0.176
Si	3.012	7.629	-0.77	0.054	-0.033	0.037
Si	-0.893	-4.627	-2.563	0.052	0.016	-0.078
Si	-0.78	7.648	28.566	0.047	0.016	-0.019
Si	-9.676	-7.165	-3.991	0.027	-0.117	0.054
Si	-3.787	-3.967	0.775	-0.273	0.185	0.603
Si	3.358	1.657	-3.037	-0.005	-0.064	0.028
Si	0.815	1.961	0.983	0.631	0.186	0.052
Si	-2.618	-4.648	25.853	0.058	-0.118	-0.126
Si	3.635	-6.844	-3.262	-0.115	-0.048	0.07
Si	-5.896	-4.92	-2.942	0	-0.04	0.06
Si	-4.237	6.223	-4.013	-0.036	-0.116	-0.034
Si	0.775	5.584	-1.688	0.051	0.027	-0.043
Si	-8.895	-4.088	27.86	-0.06	-0.038	-0.009
Si	0.16	-1.782	-2.296	-0.069	0.056	0.038
Si	-1.356	1.33	10.874	-0.006	-0.015	-0.007
Si	1.373	4.074	10.904	0.007	0.002	-0.005
Si	-1.376	6.824	10.888	0.004	-0.001	0.008
Si	1.334	-6.79	10.877	-0.009	-0.018	0.007
Si	-1.359	-4.086	10.86	0.004	0.004	-0.002
Si	1.368	-1.379	10.869	0.004	0.014	0.006
Si	4.097	1.326	10.894	-0.021	-0.004	0.01
Si	-9.498	4.054	10.899	-0.011	-0.013	0.008
Si	4.076	6.817	10.888	0.002	0.014	-0.001
Si	-9.523	-6.774	10.879	0.006	0.005	-0.006
Si	4.055	-4.062	10.87	0.012	0	0
Si	6.786	-1.351	10.884	-0.008	-0.006	0.003
Si	-6.789	1.358	10.887	0.002	0.015	0.001
Si	-4.069	4.089	10.896	0.011	0.025	0.008
Si	-6.783	6.793	10.904	0	-0.011	0
Si	-4.061	-6.8	10.888	0	0	-0.002
Si	-6.802	-4.068	10.861	-0.004	-0.004	-0.009
Si	-4.092	-1.37	10.861	-0.004	-0.016	0.001
Si	-2.724	-0.02	12.229	0.001	0.014	-0.002
Si	-0.002	2.704	12.236	0.004	0.002	-0.007
Si	-2.722	5.454	12.252	-0.01	0.002	0.005
Si	-0.011	-8.147	12.25	-0.01	0.012	0.01
Si	-2.713	-5.435	12.243	0.003	-0.017	0.004
Si	-0.003	-2.728	12.228	0.017	-0.008	0.002
Si	2.722	-0.024	12.243	0.015	-0.009	0.003
Si	-10.869	2.7	12.25	0.007	-0.007	-0.002
Si	2.729	5.444	12.25	-0.004	-0.007	0.001
Si	-10.874	-8.143	12.236	0.004	0.009	-0.003
Si	2.704	-5.43	12.231	-0.01	0.008	0.007
Si	5.428	-2.717	12.238	-0.011	0	0.002
Si	-8.162	0.003	12.242	0.003	0.008	0.007
Si	-5.434	2.723	12.247	-0.001	-0.007	0.003
Si	-8.144	5.429	12.252	0.001	0.008	-0.005
Si	-5.427	-8.154	12.252	0.009	-0.011	0.007
Si	-8.153	-5.427	12.237	-0.007	-0.009	-0.004
Si	-5.449	-2.719	12.234	-0.011	0.009	-0.002
Si	-1.366	-1.371	13.596	-0.01	-0.002	-0.009
Si	1.364	1.351	13.594	-0.003	-0.002	0
Si	-1.367	4.067	13.589	0.003	0.013	-0.006
Si	1.355	-9.52	13.594	0.007	-0.001	-0.002
Si	-1.362	-6.787	13.618	0.005	0.001	0.007
Si	1.348	-4.078	13.6	-0.001	-0.003	0.002
Si	4.07	-1.379	13.613	0.006	0.004	0.01
Si	-9.517	1.349	13.617	-0.002	0.012	0.009
Si	-12.224	4.081	13.599	-0.001	0.007	-0.006
Si	-9.508	-9.511	13.588	-0.003	-0.007	-0.007
Si	-12.235	-6.782	13.585	0.008	-0.017	-0.005
Si	6.807	-4.067	13.594	-0.006	0.002	-0.01
Si	-6.799	-1.359	13.601	0	-0.009	0.004
Si	-4.077	1.344	13.591	0.017	-0.005	-0.002
Si	-6.787	4.079	13.618	-0.002	-0.003	0.006
Si	-4.073	6.814	13.618	-0.004	-0.005	0.001
Si	-6.8	-6.794	13.605	-0.001	0.011	-0.005
Si	-4.093	-4.085	13.596	0	0.004	-0.011
Si	-0.003	-0.003	14.953	0.01	0.01	0.002
Si	2.728	2.719	14.947	0.02	0.019	-0.006
Si	-0.015	5.432	14.941	-0.017	-0.027	0
Si	2.734	-8.158	14.931	-0.005	0.011	0.005
Si	-0.009	-5.42	14.974	0.012	0.004	-0.002
Si	2.704	-2.735	14.974	-0.013	-0.02	-0.007
Si	5.437	-0.023	14.963	-0.024	-0.022	-0.004
Si	-8.152	2.715	14.966	-0.003	-0.006	0.003
Si	-10.858	5.45	14.95	0.013	0.021	-0.011
Si	-8.16	-8.158	14.967	-0.013	-0.027	-0.008
Si	-10.871	-5.424	14.95	0.019	0.014	-0.006
Si	8.167	-2.716	14.968	0.014	0.016	-0.001
Si	-5.428	-0.011	14.963	0.002	0.021	-0.004
Si	-2.723	2.701	14.952	-0.01	-0.005	-0.006
Si	-5.428	5.451	14.971	0.013	0.019	0
Si	-2.72	8.177	14.981	0.007	0.01	-0.002
Si	-5.452	-5.434	14.977	-0.003	-0.019	-0.001
Si	-2.736	-2.728	14.954	-0.005	-0.012	-0.003
O	-7.39	-4.817	-2.331	-0.221	0.428	0.037
O	-0.189	5.615	-0.398	0.05	0.457	0.514
O	-5.729	4.895	2.89	0.287	0.182	-0.483
O	-4.112	6.778	3.669	0.069	0.068	-0.434
O	-2.303	-7.894	2.791	-0.347	0.174	-0.55
O	-7.602	-0.722	26.429	0.346	-0.134	-0.049
O	-5.994	7.384	23.021	-0.183	0.163	0.456
O	-2.941	0.162	24.685	-0.233	-0.027	0.357
O	0.072	3.075	24.558	0.249	0.453	0.332
O	1.579	-1.266	-1.739	-0.009	0.337	0.717
O	-3.589	7.262	24.245	0.24	0.262	-0.022
O	4.326	5.409	29.271	0.165	-0.173	-0.376
O	-0.065	-8.093	24.601	0.041	0.328	0.26
O	1.721	-1.169	28.142	-0.398	0.416	-0.343
O	-5.776	3.622	-3.026	-0.007	-0.459	0.138
O	2.326	-5.059	24.626	-0.174	0.141	0.377
O	5.268	-2.625	24.525	-0.191	0.436	0.279
O	-5.173	2.924	24.629	0.022	-0.21	0.293
O	-5.022	-6.944	24.447	0.503	0.239	0.321
O	-7.571	-6.346	24.296	0.021	-0.182	0.144
O	-9.197	-4.314	23.96	-0.019	0.412	-0.195
O	-2.976	-2.104	-4.907	-0.102	0.064	-0.422
O	2.573	-5.428	1.82	0.297	0.295	0.017
O	-2.605	6.377	-0.56	-0.136	-0.081	0.065
O	-10.222	1.064	-1.075	-0.519	-0.18	0.172
O	-8.242	1.724	25.372	0.549	0.264	-0.324
O	-9.616	-4.484	1.299	0.256	0.306	-0.076
O	-8.796	-7.011	-2.655	-0.03	-0.352	-0.101
O	-6.431	5.206	25.085	0.277	0.123	-0.495
O	-9.495	5.764	-0.247	-0.512	0.069	-0.068
O	3.227	-5.761	27.025	0.106	-0.465	0.316
O	-5.615	-2.262	24.57	-0.011	0.575	0.396
O	-9.753	-3.858	26.515	0.027	0.389	-0.039
O	3.952	6.533	0.023	0.643	0.013	-0.389
O	0.353	-4.334	0.934	0.025	0.369	-0.297
O	-4.382	0.467	29.286	0.1	-0.073	-0.131
O	2.833	-7.7	-4.381	-0.16	0.432	-0.216
O	2.496	2.499	-4.115	0.207	0.439	0.126
O	-6.809	-1.436	1.339	-0.169	-0.082	-0.212
O	2.026	5.908	1.646	-0.186	-0.02	-0.425
O	1.87	4.734	28.649	-0.745	0.104	0.229
O	-9.174	1.137	1.389	0.519	0.068	-0.033
O	-0.382	-5.959	-3.353	0.466	-0.013	-0.064
O	-0.295	2.919	1.746	-0.05	-0.016	-0.323
O	-5.919	-4.69	25.446	-0.166	-0.23	-0.108
O	-6.583	1.81	28.574	-0.608	0.058	-0.135
O	-9.626	3.498	-1.623	-0.306	-0.286	0.397
O	3.751	-1.208	1.262	-0.425	-0.038	-0.394
O	-3.309	-7.434	-0.873	0.142	0.41	0.465
O	3.202	4.002	0.103	0.025	-0.428	-0.208
O	3.283	2.578	28.349	0.088	0.002	0.124
O	-9.789	-4.871	-1.3	-0.252	0.364	-0.659
O	-2.296	1.056	-0.729	-0.271	-0.168	-0.32
O	-0.972	-1.183	-1.317	-0.46	-0.159	-0.11
O	-1.933	3.757	-0.873	0.143	-0.144	-0.142
O	-1.272	6.154	28.95	-0.177	-0.203	-0.365
O	1.408	4.099	-1.729	0.033	0.064	-0.272
O	-1.155	-3.982	25.912	0.019	-0.479	0.401
O	2.586	-7.595	0.358	-0.679	-0.115	0.281
O	3.338	-3.188	27.501	0.48	0.149	0.196
O	-7.688	-5.134	27.642	0.667	0.286	-0.25
O	-10.118	6.487	27.767	0.045	-0.516	-0.459
O	-3.734	-1.321	-2.5	0.446	0.455	0.516
O	-10.839	2.961	2.269	0.077	-0.111	-0.284
O	-3.68	-3.429	25.879	0.176	0.373	0.237
O	-8.664	-7.603	27.759	-0.191	0.263	0.036
O	-5.614	3.739	27.105	0.114	0.057	0.089
O	-2.09	-7.749	28.367	-0.353	-0.443	0.11
O	-8.78	4.27	25.842	-0.215	-0.094	0.177
O	-2.962	-5.602	27.113	-0.496	-0.073	0.021
O	-8.318	6.857	25.917	0.117	0.599	0.008
O	-1.985	1.525	29.299	0.196	0.216	-0.376
O	-3.468	2.49	-2.571	0.393	-0.054	-0.217
O	3.969	1.208	25.549	-0.014	0.215	-0.277
O	1.391	0.881	25.216	-0.154	-0.067	0.025
O	2.814	1.923	-1.531	-0.242	-0.145	0.298
O	3.93	6.525	25.525	0.342	-0.055	0.502
O	1.827	6.795	-1.481	-0.163	0.197	-0.265
O	5.167	-6.644	-3.667	0.016	0.516	0.028
O	-2.244	-4.274	1.189	0.095	0.119	0.384
O	-4.786	-0.201	-4.613	-0.282	-0.339	0.286
O	-7.693	4.492	-4.592	0.186	-0.327	0.085
O	-2.412	-7.18	-4.545	-0.218	0.475	0.001
O	-6.547	-7.032	29.176	0.473	0.123	-0.019
O	3.023	-5.333	-3.212	-0.206	-0.039	0.072
O	-10.537	-7.961	26.03	0.142	0.364	0.069
O	-7.916	-0.016	-0.578	-0.114	0.413	-0.465
O	4.891	2.163	-3.117	0.052	0.263	-0.629
O	-4.133	2.768	0.013	-0.213	0.58	-0.081
O	-8.022	-6.452	-0.266	-0.014	0.385	0.016
O	-1.763	-0.863	1.118	0.051	-0.221	-0.153
O	-6.388	-7.059	26.569	0.467	-0.623	0.149
O	-5.687	-7.54	0.042	0.239	-0.425	-0.094
O	-0.1	7.967	-4.565	0.376	0.364	-0.4
O	-5.996	-1.608	-1.176	-0.188	-0.045	-0.155
O	-2.208	-4.057	-3.312	-0.515	-0.129	0.211
O	-10.122	-1.106	0.365	0.192	-0.136	0.536
O	0.173	1.353	-4.438	-0.125	0.258	0.311
O	3.662	-7.75	-1.916	0.433	0.043	0.258
O	1.226	6.078	25.397	-0.091	-0.1	0.055
O	-1.001	1.272	26.11	0.045	0.067	0.273
O	-5.182	-6.204	-2.248	0.296	-0.368	-0.479
O	0.097	0.745	0.172	0.347	-0.4	-0.006
O	-7.628	5.201	-2.047	0.36	0.243	0.435
O	-1.035	-1.342	25.655	0.277	-0.034	-0.265
O	-10.411	2.857	24.287	-0.171	-0.272	0.145
O	3.501	-7.348	24.89	-0.612	-0.029	-0.362
O	-2.682	-5.504	24.489	-0.33	-0.125	0.224
O	-2.227	0.242	-4.03	-0.101	0.6	0.373
O	-6.274	2.746	1.502	-0.163	0.005	-0.073
O	-0.979	-5.424	28.756	0.429	-0.142	0.179
O	0.158	-3.403	-2.402	0.656	-0.05	0.246
O	-5.479	0.553	0.231	0.186	-0.119	-0.369
O	0.027	5.761	-3.108	-0.331	-0.04	-0.041
O	4.176	-1.187	-1.334	0.125	0.434	-0.158
O	-7.693	7.401	0.75	0.332	-0.052	-0.051
O	-2.777	-0.122	27.305	-0.486	-0.284	0.05
O	2.938	4.254	26.275	0.378	-0.441	0.302
O	-1.489	6.252	25.611	0.164	-0.168	0.598
O	-1.293	-5.077	-1.083	-0.215	-0.155	-0.083
O	-9.704	7.636	-4.542	0.501	-0.054	-0.621
O	1.065	-2.83	26.244	0.019	-0.371	0.048
O	4.616	0.362	27.955	0	-0.404	0.081
O	-0.062	-1.219	-3.801	0.102	-0.319	-0.262
O	1.76	-3.141	2.804	-0.291	0.157	-0.412
O	-8.873	1.623	-3.309	0.536	-0.106	-0.086
O	-8.279	-2.642	28.219	-0.087	0.365	0.332
O	-5.917	-5.075	-4.551	-0.521	0.112	-0.192
O	3.212	0.066	-3.361	-0.129	-0.008	-0.137
O	-3.639	4.708	-4.059	0.419	0.037	-0.399
O	1.497	-4.641	28.675	-0.176	0.22	-0.073
O	-3.711	7.066	-2.759	-0.518	-0.059	0.056
O	-10.054	-0.097	25.812	-0.427	-0.469	0.185
O	-9.771	-4.762	29.019	0.145	-0.35	0.016
O	0.251	7.848	2.226	0.019	-0.125	-0.631
O	-10.08	5.756	-2.782	-0.358	0.414	0.322
O	-0.983	-6.593	0.98	-0.206	-0.339	-0.582
O	0.078	7.604	27.195	0.504	0.102	0.08
O	-3.863	5.023	25.642	0.145	-0.202	0.488
O	-5.887	-2.601	27.119	0.314	0.075	0.539
O	-1.356	8.114	-2.301	0.548	0.173	0.532
O	4.792	-3.301	-0.002	-0.262	0.04	-0.067
O	-4.464	-5.266	0.099	0.079	-0.001	-0.006
O	-7.977	4.869	1.601	0.127	-0.29	0.105
O	-7.511	4.318	28.888	-0.256	-0.059	-0.369
O	4.636	-5.86	0.194	0.11	-0.36	-0.464
O	3.101	-2.646	-3.278	0.248	-0.011	0.322
O	4.264	6.398	-4.207	-0.202	-0.413	0.464
O	0.956	2.766	27.056	-0.297	0.078	0.406
O	-10.335	2.315	26.81	-0.236	0.395	0.461
O	1.465	-4.044	-4.886	-0.357	-0.245	0.522
O	-6.642	-0.786	28.888	-0.325	-0.39	0.19
O	-5.844	6.125	-3.832	-0.214	0.522	-0.103
O	-1.932	4.923	1.52	-0.428	0.567	0.049
O	-5.074	-3.581	-2.588	-0.04	0.262	-0.032
O	3.012	-1.156	25.875	0.313	-0.452	0.146
O	4.913	-5.202	25.03	0.187	-0.279	0.014
O	-3.819	-2.788	-0.34	0.176	0.275	-0.126

Results
total energy: -107794.444 eV
total energy less fixed offsets of O -438.25, Si -107.07 eV per atom: -5.744 eV
